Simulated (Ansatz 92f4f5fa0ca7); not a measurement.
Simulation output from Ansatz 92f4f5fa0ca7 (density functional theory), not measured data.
Periodic cell of 294 atoms, Si196O98, from a study of silicon, its oxide and their interface. The atomic structure is a simulated model.
Doubt: the cutoff is far below the 930 eV that the study's wrapper takes by default for these files, so forces and energies are approximate.

Settings: functional PBE; potential files Ansatz PAW; basis plane waves; wave-function cutoff 580 eV; density cutoff ratio 5; exchange-correlation grid ratio 1; k mesh 1 x 1 x 1, Gamma-centred; self-consistency stop 5e-08 eV per atom in the density residual; occupations fixed; spin none; net charge 0.

Cell vectors (angstrom)
a, 11.6015, 0, 0
b, 0, 10.938, 0
c, 0, 0, 41.5732

Atoms: element, x, y, z (angstrom)
Si, 0, 0, 0.9665
Si, 3.8672, 0, 0.9665
Si, 7.7343, 0, 0.9665
Si, 1.9336, 1.3673, 0.9665
Si, 5.8008, 1.3673, 0.9665
Si, 9.6679, 1.3673, 0.9665
Si, 0, 5.469, 0.9665
Si, 3.8672, 5.469, 0.9665
Si, 7.7343, 5.469, 0.9665
Si, 1.9336, 6.8362, 0.9665
Si, 5.8008, 6.8362, 0.9665
Si, 9.6679, 6.8362, 0.9665
Si, 1.9336, 2.7345, 40.6061
Si, 5.8008, 2.7345, 40.6061
Si, 9.6679, 2.7345, 40.6061
Si, 0, 4.1018, 40.6061
Si, 3.8672, 4.1018, 40.6061
Si, 7.7343, 4.1018, 40.6061
Si, 1.9336, 8.2035, 40.6061
Si, 5.8008, 8.2035, 40.6061
Si, 9.6679, 8.2035, 40.6061
Si, 0, 9.5708, 40.6061
Si, 3.8672, 9.5708, 40.6061
Si, 7.7343, 9.5708, 40.6061
Si, 0, 0, 4.8337
Si, 3.8672, 0, 4.8337
Si, 7.7343, 0, 4.8337
Si, 1.9336, 1.3673, 4.8337
Si, 5.8008, 1.3673, 4.8337
Si, 9.6679, 1.3673, 4.8337
Si, 0, 5.469, 4.8337
Si, 3.8672, 5.469, 4.8337
Si, 7.7343, 5.469, 4.8337
Si, 1.9336, 6.8362, 4.8337
Si, 5.8008, 6.8362, 4.8337
Si, 9.6679, 6.8362, 4.8337
Si, 1.9336, 2.7345, 2.9001
Si, 5.8008, 2.7345, 2.9001
Si, 9.6679, 2.7345, 2.9001
Si, 0, 4.1018, 2.9001
Si, 3.8672, 4.1018, 2.9001
Si, 7.7343, 4.1018, 2.9001
Si, 1.9336, 8.2035, 2.9001
Si, 5.8008, 8.2035, 2.9001
Si, 9.6679, 8.2035, 2.9001
Si, 0, 9.5708, 2.9001
Si, 3.8672, 9.5708, 2.9001
Si, 7.7343, 9.5708, 2.9001
Si, 0.1748, -0.0903, 30.8403
Si, 5.9149, 1.302, 30.973
Si, 3.9419, 0.0478, 30.8293
Si, 1.9434, 1.4322, 30.792
Si, 5.7912, 2.6345, 32.9274
Si, 7.7601, -0.1712, 30.97
Si, 0.2443, 5.3204, 30.848
Si, 3.8316, 5.3552, 30.9585
Si, 10.1148, 6.6308, 30.1714
Si, 2.0361, 6.8137, 31.0118
Si, 5.9756, 6.1848, 31.2987
Si, 7.5691, 6.1513, 28.7232
Si, 1.8826, 2.6654, 32.8365
Si, 9.7086, 1.1105, 30.7759
Si, 9.6217, 2.7178, 32.6472
Si, -0.0202, 4.0937, 32.8308
Si, 3.8398, 3.9808, 32.8575
Si, 7.6352, 4.0497, 32.98
Si, 1.9885, 8.1669, 32.9066
Si, 5.8695, 8.0903, 32.8365
Si, 9.7203, 8.227, 32.9098
Si, 0.0698, 9.5444, 32.8296
Si, 3.9344, 9.5122, 32.7649
Si, 7.7701, 9.5074, 32.935
Si, -0.0053, -0.0114, 34.7705
Si, 3.8617, -0.0794, 34.7571
Si, 7.7319, -0.017, 34.8258
Si, 1.9443, 1.322, 34.7887
Si, 5.771, 1.2988, 34.8469
Si, 9.6551, 1.3956, 34.7013
Si, -0.0041, 5.4256, 34.7995
Si, 3.8824, 5.4146, 34.7882
Si, 7.7478, 5.4268, 34.8785
Si, 1.9405, 6.7922, 34.8174
Si, 5.8182, 6.8159, 34.8357
Si, 9.6784, 6.7954, 34.7976
Si, 1.943, 2.709, 36.7227
Si, 5.7959, 2.7187, 36.746
Si, 9.6779, 2.7047, 36.7088
Si, 0.0067, 4.077, 36.7387
Si, 3.8686, 4.0876, 36.7444
Si, 7.7478, 4.0703, 36.7806
Si, 1.925, 8.1886, 36.7385
Si, 5.7969, 8.2028, 36.7517
Si, 9.6736, 8.179, 36.725
Si, -0.0066, 9.568, 36.7263
Si, 3.8546, 9.5569, 36.7358
Si, 7.7455, 9.557, 36.7557
Si, 0, 0, 38.6726
Si, 3.8672, 0, 38.6726
Si, 7.7343, 0, 38.6726
Si, 1.9336, 1.3673, 38.6726
Si, 5.8008, 1.3673, 38.6726
Si, 9.6679, 1.3673, 38.6726
Si, 0, 5.469, 38.6726
Si, 3.8672, 5.469, 38.6726
Si, 7.7343, 5.469, 38.6726
Si, 1.9336, 6.8362, 38.6726
Si, 5.8008, 6.8362, 38.6726
Si, 9.6679, 6.8362, 38.6726
Si, 1.9088, 2.8053, 6.6874
Si, 5.8168, 2.7379, 6.8008
Si, 9.648, 2.7474, 6.7669
Si, -0.0322, 4.1257, 6.7664
Si, 3.8911, 4.1074, 6.7452
Si, 7.7227, 4.147, 6.8166
Si, 1.932, 8.2369, 6.7059
Si, 5.8101, 8.1861, 6.7966
Si, 9.6641, 8.2066, 6.7811
Si, -0.0079, 9.5814, 6.7682
Si, 3.8927, 9.5702, 6.7306
Si, 7.7212, 9.5869, 6.779
Si, 0.0215, -0.0162, 8.7246
Si, 3.8472, 0.1124, 8.5505
Si, 7.6908, 0.0343, 8.7191
Si, 1.9094, 1.4349, 8.5652
Si, 5.7859, 1.4858, 8.8324
Si, 9.6797, 1.3324, 8.6721
Si, 0.0226, 5.4401, 8.7388
Si, 3.8949, 5.4733, 8.6603
Si, 7.7249, 5.5265, 8.7888
Si, 1.948, 6.824, 8.5765
Si, 5.7587, 6.9263, 8.8196
Si, 9.6869, 6.8445, 8.7377
Si, 2.0757, 2.6884, 10.5351
Si, 5.8584, 2.9387, 10.898
Si, 9.7634, 2.6457, 10.6241
Si, 0.0592, 4.0326, 10.7192
Si, 3.8113, 4.2473, 10.6603
Si, 7.9174, 4.0966, 10.7105
Si, 1.9228, 8.218, 10.436
Si, 5.5394, 8.4778, 10.7034
Si, 9.6064, 8.2209, 10.6742
Si, -0.0187, 9.548, 10.7113
Si, 3.591, 9.8626, 10.5091
Si, 6.324, 12.5739, 12.876
Si, 0.3636, 0.0938, 12.5589
Si, 2.5254, 0.7234, 11.7921
Si, 7.6546, -1.3476, 10.6465
Si, 4.1867, 0.7844, 13.4182
Si, 7.9683, 0.0414, 12.4862
Si, 9.9331, 1.316, 12.574
Si, -1.8803, 7.0175, 12.6608
Si, 3.0546, 6.8697, 14.8575
Si, 8.1355, 5.2744, 12.7983
Si, 2.0681, 6.5388, 12.0756
Si, 5.6302, 6.7867, 13.4252
Si, 11.5966, 5.5784, 12.5457
O, 6.5085, 5.5328, 12.9277
O, 6.4907, 7.7357, 14.4145
O, 0.6727, 10.507, 14.1419
O, 3.6328, 1.8518, 14.5584
O, 0.2173, 12.0197, 16.3427
O, 9.6997, 8.0766, 13.9824
O, 11.8137, 4.9225, 14.0901
O, 7.9236, 10.0856, 13.9048
O, 3.3202, 8.2434, 15.7203
O, 2.2485, 5.7027, 15.6743
O, 4.1879, -0.7714, 14.0434
O, 8.5807, 4.5224, 14.2091
O, 7.6907, 9.6061, 29.7476
O, 8.9155, 5.7317, 29.5253
O, 7.7129, 7.5729, 27.9104
O, 2.1779, 7.7875, 29.6562
O, 10.5211, 7.6848, 28.9791
O, 0.6348, 9.9669, 29.4592
O, 9.5254, 7.4742, 31.431
O, 7.176, -5.7702, 31.8049
O, 6.3502, 17.4449, 29.7373
O, 5.9395, 2.2557, 29.5752
O, 0.1651, 2.2578, 27.8465
O, -4.3191, 4.8841, 27.7656
Si, 7.7875, 3.6748, 26.7956
Si, 2.4624, 7.0468, 19.323
Si, 10.2214, -2.7824, 19.7314
Si, 1.6369, 8.9477, 28.6455
Si, 5.3387, -4.6685, 18.1812
Si, -1.5403, 4.8367, 22.637
Si, 6.6088, 5.3558, 24.644
Si, 1.9973, 6.4903, 23.6688
Si, 1.0331, 2.011, 20.1707
Si, 8.4905, 2.9801, 14.7537
Si, 1.1326, 8.4385, 21.4373
Si, 8.0089, -5.0568, 19.4298
Si, 5.5351, 2.0347, 28.0035
Si, 0.6522, 5.2573, 15.6215
Si, 4.0894, -1.255, 15.6083
Si, 8.5647, 14.1373, 20.7173
Si, 5.319, 3.1724, 18.0432
Si, 4.8737, 3.5077, 23.2494
Si, 0.2687, 7.8587, 17.1833
Si, -2.939, 7.2241, 23.4944
Si, 3.1566, 4.0029, 28.0669
Si, 4.369, 10.1841, 28.593
Si, 0.8406, 2.4332, 17.0348
Si, 9.0884, -0.6467, 26.3799
Si, 10.8674, 6.1395, 25.0283
Si, 7.1399, 9.0621, 28.3109
Si, 10.1395, 2.0211, 27.779
Si, 8.9426, 9.2385, 14.8573
Si, 8.5174, -0.7006, 23.2113
Si, 3.878, 5.2216, 25.425
Si, 4.0008, 2.0365, 20.7239
Si, 6.4031, 12.23, 22.1369
Si, 1.2462, 4.9303, 21.3199
Si, 11.5926, -0.3834, 15.6267
Si, 8.4046, 3.4762, 17.9139
Si, 6.5481, 8.2188, 15.9654
Si, 3.6247, 1.583, 16.1613
Si, -0.7803, -0.2806, 21.2466
Si, 1.2494, 2.936, 28.9254
Si, 10.885, 7.8394, 27.4025
O, 7.4718, 2.1002, 21.1949
O, 4.3056, 2.9725, 27.5478
O, 4.9943, 0.5152, 27.7665
O, 5.9665, 7.0334, 16.8972
O, 5.592, 9.5208, 16.2296
O, -2.6453, 7.1334, 19.8659
O, 3.7404, 4.7087, 29.4232
O, 0.8498, 8.2963, 27.3687
O, 3.8801, 3.8205, 24.525
O, -1.2455, 4.7555, 24.2759
O, 2.4063, 8.2694, 20.4172
O, 7.6601, 10.0823, 27.1441
O, 0.852, 6.2074, 24.7759
O, 5.4341, 5.6018, 25.7585
O, 3.3624, 6.5109, 24.5477
O, 8.3758, -2.2811, 22.8029
O, 10.0601, 7.3914, 24.3328
O, 7.0354, 2.3865, 14.251
O, 6.8391, 2.3666, 27.0719
O, 9.234, 13.7835, 19.222
O, 0.6138, 9.2743, 16.4396
O, 11.475, -3.2544, 20.6757
O, -1.8065, -0.0041, 22.4752
O, -0.2382, 5.3744, 21.8308
O, 10.0331, 9.0103, 26.6813
O, 6.8997, 2.9809, 18.273
O, 7.1227, -0.0179, 22.7457
O, 7.6225, 4.2138, 25.2558
O, 10.6044, 8.1207, 18.1568
O, 5.4996, 9.0102, 28.3718
O, -2.841, -0.5256, 24.8013
O, 4.4298, 6.1931, 14.3424
O, 0.6559, 2.3694, 18.6328
O, 8.9125, -4.9441, 22.4622
O, 10.6569, 6.3859, 26.6389
O, 8.7599, 2.9911, 16.3923
O, 2.9328, -1.2253, 27.9858
O, 2.9835, 5.0271, 26.781
O, 1.576, 7.4311, 18.0311
O, 5.9192, 4.803, 23.2493
O, 1.5942, 7.8488, 22.8798
O, 0.322, 3.8917, 16.4802
O, 5.0199, 4.7404, 17.7059
O, 9.3457, 3.2613, 27.05
O, 7.3876, 6.7709, 24.4161
O, 1.859, 5.6729, 19.9921
O, 1.1166, 3.3619, 21.0387
O, 2.4375, 2.4528, 16.7906
O, 9.9969, -0.6362, 15.4962
O, 6.4818, -4.5064, 19.3232
O, 0.6066, 9.9372, 21.7384
O, 9.6099, 3.414, 21.9732
O, 8.5055, 5.1346, 18.0274
O, -0.2366, 1.12, 20.6502
O, 8.1094, 8.634, 16.1569
O, 2.2111, 5.2915, 22.5807
O, 7.8766, 4.6648, 20.5029
O, 2.5312, 1.3548, 20.4154
O, 3.9858, 6.9022, 18.7985
O, 4.9845, 2.1619, 16.8153
O, 4.0097, 3.229, 21.8774
O, 9.9785, -1.2136, 20.1677
O, 4.463, 2.7591, 19.3457
O, 5.1015, 0.9141, 21.1978
O, 3.3983, -0.0273, 16.4545
O, 9.8621, 0.6894, 26.8813
O, 9.5384, 1.8917, 29.2946
O, 5.84, -8.755, 23.403
O, 2.2341, -3.6076, 13.5264
O, -0.1209, 6.5854, 16.2117
O, 9.7118, 13.0828, 14.0398
O, 5.1863, 7.6826, 12.1435
O, 14.8742, 5.4028, 11.8125
O, 12.0453, 15.0883, 29.6798

Results
free energy: -180328.045 eV
free energy less fixed offsets of O -568.88, Si -635.61 eV per atom: 1.755 eV

Forces (eV/angstrom), in the order of the atoms: element, x, y, z
Si, 0.0045, 0.0574, 0.0023
Si, -0.0042, 0.021, -0.0075
Si, -0.002, 0.0338, 0.0126
Si, 0.0016, -0.0069, -0.025
Si, -0.0048, -0.0639, 0.0042
Si, 0.001, -0.0607, -0.0162
Si, 0.0057, 0.0501, 0.0042
Si, 0, 0.0392, 0.0059
Si, -0.0024, 0.0346, 0.0169
Si, -0.0038, 0.0035, -0.0187
Si, -0.0002, -0.0464, 0.0108
Si, 0.0026, -0.0533, 0
Si, -0.004, 0.0271, -0.0092
Si, 0.0051, 0.0416, 0.0158
Si, 0.0014, 0.0807, -0.02
Si, 0.0054, -0.0464, -0.0081
Si, -0.0086, -0.037, -0.0056
Si, -0.0009, -0.0037, 0.0166
Si, 0.0027, 0.0097, 0.0004
Si, 0.0013, 0.0232, 0.0209
Si, 0.0001, 0.0532, -0.0085
Si, 0.0064, -0.061, -0.0129
Si, -0.0014, -0.0429, -0.021
Si, 0.0002, -0.0192, 0.0049
Si, -0.0128, 0.1461, 0.0504
Si, 0.0602, 0.0786, -0.2246
Si, -0.0018, 0.0244, 0.0018
Si, -0.0221, -0.0033, -0.2168
Si, 0.0455, -0.0299, 0.2173
Si, -0.0648, 0.0216, 0.0033
Si, -0.0995, 0.1984, 0.0153
Si, 0.0606, 0.1455, -0.1255
Si, -0.004, 0.0551, 0.1421
Si, 0.0218, -0.0371, -0.2702
Si, 0.0247, -0.056, 0.1008
Si, -0.0268, 0.0246, 0.0212
Si, 0.0129, -0.0478, -0.0446
Si, 0.0037, 0.0909, 0.0325
Si, -0.009, 0.0381, -0.0066
Si, -0.0008, -0.0565, 0.0078
Si, -0.0063, -0.0336, -0.0015
Si, 0.0074, -0.0631, 0.0255
Si, 0.0071, -0.0422, -0.0337
Si, 0.001, 0.0833, 0.0386
Si, -0.0167, 0.0614, 0.0176
Si, -0.0101, -0.0561, -0.0063
Si, -0.0046, 0.0204, -0.0463
Si, 0.0043, -0.0377, -0.0109
Si, 0.4096, -0.2641, -0.4289
Si, -0.2212, 0.3175, -0.186
Si, -0.0652, -0.2339, -0.0917
Si, 0.0946, 0.2096, 0.0877
Si, -0.0587, -0.1434, -0.0097
Si, 0.0033, -0.5209, -0.2591
Si, 0.2692, -0.4441, 0.0945
Si, 0.2078, -0.141, -0.0088
Si, -0.6095, 0.1488, -0.5447
Si, 0.1329, 0.3979, -0.2959
Si, 0.1181, 0.5295, 0.0167
Si, -0.0921, 0.1198, -0.2802
Si, 0.1301, 0.0343, 0.0232
Si, -0.0263, 0.3407, -0.3709
Si, 0.227, -0.0325, 0.2098
Si, -0.0918, -0.2448, 0.2229
Si, -0.2954, -0.1691, 0.2328
Si, -0.1207, 0.219, -0.3179
Si, -0.0453, 0.1471, 0.1273
Si, 0.0494, -0.1803, -0.1197
Si, -0.1475, 0.0543, -0.2055
Si, 0.0699, 0.0231, 0.1525
Si, -0.0016, 0.0291, -0.0923
Si, -0.1952, 0.1263, 0.3797
Si, -0.093, 0.136, -0.0148
Si, 0.0467, 0.0556, -0.0423
Si, 0.0499, 0.1155, -0.0501
Si, -0.1339, -0.0666, -0.1598
Si, 0.0724, -0.1463, 0.037
Si, -0.035, -0.1027, -0.0219
Si, 0.0462, 0.068, -0.0822
Si, 0.0128, 0.1778, -0.1252
Si, 0.0761, 0.1481, 0.0081
Si, 0.113, -0.1355, 0.0127
Si, -0.142, -0.1144, -0.0589
Si, 0.0379, -0.0706, 0.0046
Si, -0.0106, 0.0364, -0.0158
Si, 0.0382, 0.0599, -0.0409
Si, 0.0058, 0.0454, -0.0808
Si, 0.0135, -0.0361, 0.0144
Si, 0.001, -0.0635, -0.0468
Si, -0.0405, -0.1392, 0.0125
Si, 0.0084, 0.0141, -0.0463
Si, 0.0138, 0.0089, -0.0426
Si, 0.0225, 0.1625, 0.0477
Si, -0.0876, -0.0507, -0.0522
Si, 0.0187, -0.0884, -0.0594
Si, 0.016, -0.0369, -0.0732
Si, -0.0083, 0.0052, -0.0601
Si, -0.0291, 0.0217, -0.0626
Si, 0.0279, 0.0154, 0.064
Si, 0.0119, -0.0775, -0.0317
Si, -0.0125, -0.1201, 0.0585
Si, 0.0281, -0.1235, -0.1269
Si, 0.0153, -0.0349, -0.0457
Si, -0.0042, 0.033, -0.0378
Si, 0.0109, 0.0149, 0.1707
Si, -0.0442, -0.0556, 0.0376
Si, -0.0041, -0.0693, 0.0536
Si, 0.0144, -0.1038, -0.038
Si, 0.0292, -0.0116, 0.0421
Si, 0.0037, 0.1019, 0.0446
Si, -0.0075, 0.0321, 0.0963
Si, -0.0135, -0.0613, 0.0305
Si, -0.0447, -0.1615, 0.0103
Si, -0.0649, -0.0364, -0.0268
Si, 0.0217, -0.043, 0.0577
Si, 0.0453, 0.1325, -0.0339
Si, 0.0399, 0.0589, 0.0823
Si, 0.0395, -0.108, 0.092
Si, 0.0064, -0.0431, -0.0291
Si, -0.0549, -0.0514, 0.0789
Si, -0.0533, 0.12, 0.0176
Si, 0.0618, 0.1804, 0.0003
Si, -0.0066, 0.0958, 0.019
Si, -0.0141, -0.0845, -0.1395
Si, -0.0276, 0.0114, 0.1269
Si, 0.0312, -0.1648, 0.1144
Si, 0.0434, 0.0768, 0.1395
Si, 0.0245, 0.2492, -0.0086
Si, 0.1867, 0.0196, 0.1897
Si, -0.1363, -0.1089, -0.0582
Si, -0.0284, -0.0268, 0.0016
Si, 0.0049, -0.0926, 0.0575
Si, -0.1773, -0.0732, -0.0094
Si, 0.0925, -0.0582, -0.1833
Si, 0.1361, 0.1236, -0.233
Si, -0.1942, -0.1712, -0.1949
Si, -0.118, 0.4057, 0.2957
Si, -0.0223, 0.1416, -0.0093
Si, -0.1345, -0.0586, 0.0737
Si, -0.0333, -0.1111, 0.5217
Si, -0.0828, 0.1989, -0.4282
Si, -0.1284, -0.1033, -0.074
Si, -0.0768, 0.0403, -0.0859
Si, 0.0245, 0.3272, 0.4273
Si, 0.5707, -0.4929, 0.5852
Si, 0.1755, -0.0025, -0.0897
Si, 0.0831, -0.0983, -0.1629
Si, -0.1796, -0.0299, 0.1672
Si, 0.1078, -0.6044, 0.2359
Si, -0.1786, 0.4944, 0.3605
Si, -0.4678, 0.2922, 0.5548
Si, -0.2704, 0.0604, 0.1917
Si, 0.0022, -0.0946, -0.0983
Si, -0.0087, 0.3583, -0.0682
Si, -0.1667, 0.2106, 0.2525
Si, 0.4005, -0.4566, 0.3758
O, 0.0637, -0.0437, -0.1275
O, 0.1663, 0.0082, -0.2669
O, -0.1356, 0.2096, -0.674
O, 0.153, -0.1614, -0.058
O, -0.1256, -0.1501, -0.1313
O, 0.2049, -0.28, -0.3048
O, -0.202, 0.0738, -0.4177
O, -0.0446, 0.0444, -0.1249
O, -0.0003, -0.0735, -0.0733
O, -0.0093, -0.0284, -0.0537
O, 0.038, 0.2383, -0.1295
O, 0.0427, 0.0456, -0.1565
O, 0.0917, 0.2307, 0.2844
O, 0.1599, -0.0728, 0.2026
O, 0.0697, -0.0009, 0.1311
O, 0.0262, -0.1359, 0.1427
O, 0.0268, -0.0153, 0.2633
O, -0.2311, 0.2007, 0.3272
O, 0.1163, 0.0226, 0.3666
O, 0.0331, -0.1465, 0.1772
O, 0.0567, -0.068, -0.0272
O, 0.0471, -0.0668, 0.3905
O, 0.2402, 0.1984, 0.3201
O, -0.077, 0.0364, 0.0986
Si, -0.0156, 0.0507, -0.1033
Si, 0.0819, 0.0261, -0.187
Si, -0.0323, -0.0196, -0.1362
Si, -0.0279, 0.0696, -0.1183
Si, 0.0774, -0.1082, 0.1004
Si, -0.0536, -0.0082, 0.1947
Si, 0.1193, 0.0732, 0.0738
Si, -0.0455, -0.0097, 0.0691
Si, 0.0642, 0.0142, -0.2435
Si, 0.1562, -0.0675, 0.1792
Si, 0.0114, -0.0945, 0.0017
Si, -0.1775, -0.0165, -0.1155
Si, 0.2535, -0.2248, -0.1506
Si, 0.1888, 0.0833, 0.2278
Si, 0.0028, 0.1507, 0.2669
Si, -0.0946, 0.1285, -0.1294
Si, -0.0598, 0.0902, -0.1088
Si, 0.0898, 0.1162, 0.0226
Si, 0.0546, -0.131, 0.0823
Si, -0.1093, -0.0078, 0.1978
Si, 0.2104, -0.0457, -0.3448
Si, 0.2349, -0.0136, 0.3396
Si, 0.2928, 0.0018, -0.127
Si, -0.0864, -0.0747, -0.0021
Si, -0.0157, 0.0912, 0.0726
Si, -0.193, 0.0021, -0.3606
Si, -0.2562, -0.0313, -0.3038
Si, -0.0988, 0.0189, 0.302
Si, 0.0446, -0.1087, 0.2228
Si, 0.2902, 0.0423, -0.0134
Si, 0.0205, 0.1794, -0.1712
Si, 0.0742, 0.0838, 0.0844
Si, 0.079, 0.0559, -0.0874
Si, 0.102, 0.0055, 0.2901
Si, -0.2312, 0.24, 0.2464
Si, -0.2901, -0.0292, 0.355
Si, -0.0986, 0.033, 0.2673
Si, -0.1149, -0.0622, -0.0162
Si, -0.0931, -0.3516, -0.1507
Si, -0.2152, -0.0752, -0.2693
O, 0.0488, -0.0102, -0.0215
O, -0.0873, 0.1241, -0.0064
O, -0.0318, 0.08, -0.0227
O, 0.0691, 0.0764, -0.1753
O, 0.0863, -0.0942, -0.1677
O, 0.1049, 0.0974, 0.0543
O, -0.0598, 0.086, 0.1717
O, 0.1851, 0.021, 0.1312
O, -0.0505, -0.0447, -0.0179
O, 0.039, 0.0252, -0.1331
O, -0.0837, 0.118, 0.1241
O, 0.0136, -0.0163, 0.1657
O, 0.063, 0.0065, -0.0393
O, -0.1631, -0.0173, 0.0202
O, -0.0934, -0.0428, 0.0045
O, -0.0023, 0.0452, -0.1071
O, -0.0229, -0.0859, -0.0353
O, -0.2402, -0.0877, -0.2528
O, -0.1659, -0.038, 0.0736
O, -0.0184, -0.0002, 0.052
O, -0.0447, 0.0625, -0.0768
O, 0.0562, -0.014, 0.1361
O, 0.0992, 0.0754, -0.0904
O, 0.0215, 0.0163, -0.1216
O, 0.0761, -0.0893, 0.1067
O, 0.0868, -0.0641, -0.0004
O, -0.0703, -0.0108, -0.0588
O, -0.0127, -0.0202, 0.061
O, -0.0267, 0.0387, 0.0197
O, -0.0632, 0.0217, 0.1015
O, -0.0253, 0.0345, -0.0922
O, 0.133, -0.0851, -0.1287
O, -0.0176, -0.0276, 0.1647
O, 0.0606, -0.0394, -0.1043
O, 0.0277, -0.0065, 0.0112
O, -0.044, -0.0787, -0.3598
O, -0.2842, -0.0902, -0.0432
O, 0.0105, 0.0472, 0.1854
O, -0.0494, 0.0257, -0.0282
O, -0.1145, -0.1281, -0.067
O, 0.0253, 0.0841, -0.0247
O, -0.0767, 0.0576, -0.0557
O, 0.0124, -0.0112, 0.0039
O, 0.1537, -0.0374, 0.1308
O, 0.0123, 0.0113, -0.0314
O, -0.1169, -0.1164, 0.1163
O, -0.0153, 0.0193, 0.1037
O, -0.0541, 0.0559, 0.0201
O, -0.2224, -0.0403, -0.0923
O, 0.0855, -0.0261, 0.0686
O, 0.0312, 0.0066, 0.0034
O, -0.0138, -0.0319, -0.0155
O, 0.0776, -0.1379, -0.0184
O, -0.0218, -0.0475, 0.0359
O, 0.2075, 0.0449, -0.3014
O, -0.0014, -0.0455, -0.0254
O, 0.0128, -0.0626, 0.1477
O, 0.017, -0.0271, 0.0766
O, -0.0706, 0.0245, 0.0433
O, 0.0589, -0.013, -0.0422
O, -0.0112, -0.0288, 0.0155
O, 0.0596, 0.042, 0.0447
O, -0.0431, -0.0645, 0.1577
O, -0.0382, -0.0708, 0.0109
O, 0.0241, -0.0002, -0.1088
O, 0.0892, 0.0834, 0.1976
O, 0.1046, -0.1541, 0.3129
O, -0.04, -0.0137, -0.0572
O, 0.155, -0.0409, -0.0674
O, -0.0975, 0.0683, -0.0893
O, 0.1688, -0.193, -0.3326
O, 0.1073, 0.0475, -0.4236
O, 0.0818, -0.3631, -0.2919
O, -0.1356, 0.1798, 0.0371

The program warned: the cutoff lies below the one the program advises for these potential files; the exchange-correlation potential is rough where the density is thin.
